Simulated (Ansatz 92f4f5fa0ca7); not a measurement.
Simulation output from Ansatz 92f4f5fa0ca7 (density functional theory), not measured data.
Periodic cell of 406 atoms, Si266O140, from a study of silicon, its oxide and their interface. The atomic structure is a simulated model.
Doubt: the cutoff is far below the 930 eV that the study's wrapper takes by default for these files, so forces and energies are approximate.
This geometry differs little from another in the collection (a relaxation step or a small displacement).

Settings
functional: PBE
potential files: Ansatz PAW
basis: plane waves
wave-function cutoff: 580 eV
density cutoff ratio: 5
exchange-correlation grid ratio: 1
k mesh: 1 x 1 x 1, Gamma-centred
self-consistency stop: 5e-08 eV per atom in the density residual
occupations: fixed
spin: none
net charge: 0

Cell vectors (angstrom)
a 15.4687 0 0
b 0 12.8259 0
c 0 0 36.1088

Atoms: element, x, y, z (angstrom)
Si 0.0033 1.1658 33.4237
Si 3.8864 1.1686 33.4429
Si 7.7419 1.1695 33.4353
Si 11.6421 1.1666 33.4472
Si 1.9055 7.5784 33.4238
Si 5.7633 7.58 33.4537
Si 9.6732 7.5799 33.4388
Si 13.5255 7.5769 33.4405
Si 1.9336 5.247 33.8419
Si 5.8008 5.247 33.8419
Si 9.6679 5.247 33.8419
Si 13.5351 5.247 33.8419
Si 0 11.6599 33.8419
Si 3.8672 11.6599 33.8419
Si 7.7343 11.6599 33.8419
Si 11.6015 11.6599 33.8419
Si 0 4.664 35.0786
Si 3.8672 4.664 35.0786
Si 7.7343 4.664 35.0786
Si 11.6015 4.664 35.0786
Si 1.9336 11.0769 35.0786
Si 5.8008 11.0769 35.0786
Si 9.6679 11.0769 35.0786
Si 13.5351 11.0769 35.0786
Si 0 2.332 35.4908
Si 3.8672 2.332 35.4908
Si 7.7343 2.332 35.4908
Si 11.6015 2.332 35.4908
Si 1.9336 8.745 35.4908
Si 5.8008 8.745 35.4908
Si 9.6679 8.745 35.4908
Si 13.5351 8.745 35.4908
Si 1.9336 1.749 0.6188
Si 5.8008 1.749 0.6188
Si 9.6679 1.749 0.6188
Si 13.5351 1.749 0.6188
Si 0 8.162 0.6188
Si 3.8672 8.162 0.6188
Si 7.7343 8.162 0.6188
Si 11.6015 8.162 0.6188
Si 0 5.83 1.031
Si 3.8672 5.83 1.031
Si 7.7343 5.83 1.031
Si 11.6015 5.83 1.031
Si 1.9336 12.2429 1.031
Si 5.8008 12.2429 1.031
Si 9.6679 12.2429 1.031
Si 13.5351 12.2429 1.031
Si 1.9336 5.247 2.2678
Si 5.8008 5.247 2.2678
Si 9.6679 5.247 2.2678
Si 13.5351 5.247 2.2678
Si 0 11.6599 2.2678
Si 3.8672 11.6599 2.2678
Si 7.7343 11.6599 2.2678
Si 11.6015 11.6599 2.2678
Si 1.9336 2.915 2.68
Si 5.8008 2.915 2.68
Si 9.6679 2.915 2.68
Si 13.5351 2.915 2.68
Si 0 9.328 2.68
Si 3.8672 9.328 2.68
Si 7.7343 9.328 2.68
Si 11.6015 9.328 2.68
Si 0.4755 -0.1458 26.9311
Si 3.625 0.0022 26.7982
Si 8.202 0.0611 27.1074
Si 11.3271 0.0483 26.8309
Si 1.4625 6.4372 26.8761
Si 6.0907 6.4336 26.9636
Si 9.235 6.6644 27.1688
Si 13.7573 6.1531 26.7271
Si 1.8485 4.1092 27.1361
Si 5.8026 4.0626 27.3018
Si 9.4596 4.3361 27.1825
Si 13.5667 3.8065 27.0706
Si 0.0826 10.3365 27.0451
Si 3.9062 10.4799 27.3304
Si 7.7815 10.5783 27.3451
Si 11.7034 10.5572 27.142
Si -0.0016 3.3675 28.4316
Si 3.797 3.5463 28.4276
Si 7.7266 3.5388 28.573
Si 11.5178 3.5228 28.2567
Si 1.9256 9.8923 28.4938
Si 5.847 9.983 28.5695
Si 9.7586 9.9581 28.4596
Si 13.6035 9.8763 28.3629
Si 0.1139 1.0583 28.9499
Si 3.8931 1.1899 28.8648
Si 7.8582 1.2378 29.0858
Si 11.617 1.2222 28.8676
Si 1.8507 7.5739 28.9256
Si 5.7611 7.6286 28.9776
Si 9.602 7.7289 29.1566
Si 13.4686 7.501 28.751
Si 2.0225 0.5792 30.2038
Si 5.8297 0.6142 30.1277
Si 9.7792 0.6312 30.2534
Si 13.5644 0.5587 30.073
Si -0.096 6.9761 30.1075
Si 3.8044 6.9851 30.1279
Si 7.6561 7.0585 30.2777
Si 11.6011 6.9828 30.1201
Si -0.0283 4.6258 30.4825
Si 3.8302 4.6605 30.5261
Si 7.7255 4.7191 30.606
Si 11.5793 4.6407 30.421
Si 1.9238 11.0743 30.5555
Si 5.8085 11.123 30.608
Si 9.7135 11.1206 30.537
Si 13.5505 11.0388 30.4707
Si 1.9041 4.0846 31.7682
Si 5.7742 4.0896 31.7774
Si 9.6874 4.0996 31.769
Si 13.5059 4.0673 31.7296
Si -0.0144 10.4905 31.7726
Si 3.8591 10.4828 31.7866
Si 7.7642 10.5199 31.7826
Si 11.6288 10.4802 31.7615
Si 1.9561 1.7608 32.2312
Si 5.8073 1.7622 32.1946
Si 9.7098 1.7874 32.2731
Si 13.5489 1.7287 32.1533
Si -0.0372 8.1453 32.1771
Si 3.8388 8.1515 32.1918
Si 7.7053 8.208 32.2928
Si 11.6111 8.1461 32.1871
Si 0 2.332 3.9167
Si 3.8672 2.332 3.9167
Si 7.7343 2.332 3.9167
Si 11.6015 2.332 3.9167
Si 1.9336 8.745 3.9167
Si 5.8008 8.745 3.9167
Si 9.6679 8.745 3.9167
Si 13.5351 8.745 3.9167
Si 1.925 6.4063 4.3285
Si 5.8121 6.406 4.3255
Si 9.6457 6.4022 4.338
Si 13.5255 6.4082 4.3121
Si 0.0358 12.8311 4.3546
Si 3.85 12.8301 4.3382
Si 7.7677 12.8368 4.3144
Si 11.6262 12.8354 4.3336
Si -0.0199 5.8036 5.5389
Si 3.8732 5.7801 5.5124
Si 7.7185 5.8167 5.6125
Si 11.5957 5.8042 5.5326
Si 1.951 12.3073 5.6867
Si 5.823 12.248 5.4941
Si 9.6945 12.2532 5.5652
Si 13.5632 12.2666 5.5799
Si 0.0203 3.4731 5.9972
Si 3.8549 3.4657 5.9741
Si 7.7449 3.4641 5.9972
Si 11.6126 3.4648 5.9803
Si 1.9192 9.9398 5.9907
Si 5.8495 9.9369 5.9356
Si 9.6708 9.9287 5.9953
Si 13.4952 9.946 5.9522
Si 1.9525 3.0043 7.3126
Si 5.7846 2.8368 7.1716
Si 9.6939 2.8928 7.2462
Si 13.5507 2.8349 7.1944
Si -0.0726 9.3722 7.1808
Si 3.9225 9.296 7.0833
Si 7.7376 9.3405 7.2335
Si 11.5969 9.3458 7.2392
Si -0.069 7.0486 7.5295
Si 3.8814 7.0001 7.5055
Si 7.7116 7.0271 7.673
Si 11.5615 7.0138 7.5459
Si 1.9974 13.4587 7.8469
Si 5.8079 13.2988 7.5831
Si 9.7259 13.3799 7.6467
Si 13.6346 13.3272 7.708
Si 1.9037 6.7975 8.7534
Si 5.7449 6.4719 8.8788
Si 9.6804 6.4323 8.8442
Si 13.4721 6.4417 8.771
Si 0.0859 12.7521 9.0997
Si 3.9584 12.584 8.9198
Si 7.7656 12.7649 8.8054
Si 11.6534 12.7656 8.8842
Si 1.9255 4.3965 9.285
Si 5.834 4.1401 9.1253
Si 9.7041 4.0792 9.3096
Si 13.4553 4.129 9.1497
Si -0.0138 10.328 9.3632
Si 3.8103 10.2488 9.2051
Si 7.7029 10.4359 9.345
Si 11.6055 10.4473 9.3708
Si -0.0661 3.6609 10.3376
Si 3.9215 3.7115 10.3843
Si 7.6991 3.4882 10.4062
Si 11.6499 3.4656 10.5395
Si 1.8874 9.0309 9.961
Si 5.7174 9.8962 10.5604
Si 9.6401 9.9242 10.6442
Si 13.5223 9.8087 10.6587
Si -0.4088 1.3931 10.9793
Si 4.9255 0.8035 10.8468
Si 7.3584 1.1446 10.7765
Si 11.8839 1.1277 10.9185
Si 2.3383 7.912 11.9422
Si 5.3624 7.6279 10.9733
Si 10.0132 7.5155 10.9411
Si 13.1995 7.4883 10.8761
O 15.3449 17.2574 11.8168
O 4.7583 13.1152 12.4122
O 2.0199 0.1621 26.3855
O 9.7216 0.2707 26.4489
O 11.6135 7.3276 11.3471
O 3.8427 7.3571 11.5772
O -0.13 6.5626 26.37
O 7.6703 6.8147 26.6118
O -1.9855 1.0199 11.3841
O 10.896 13.3286 12.0963
O 5.7069 10.6613 12.0685
O 16.8298 6.612 12.0897
O 3.9011 27.7383 10.6527
O 6.3544 7.2329 12.2135
O 7.5642 4.4074 11.7846
O 11.8899 4.2563 11.998
O -1.3059 6.8262 12.0415
O 0.3995 14.2622 12.4114
O 13.5284 10.481 12.2124
O 9.1513 6.6096 12.0153
O 8.2082 13.2921 12.0583
O 9.603 10.9617 11.9584
O 2.3107 8.7187 13.3882
O 4.0935 4.3358 11.9026
O 4.5439 0.7302 25.6099
O 3.9011 9.3885 26.0835
O 8.9018 4.1177 25.5952
O 5.7942 3.0913 25.9473
O 0.076 9.4698 25.5976
O 5.0978 6.9967 25.7631
O 7.1283 0.7178 26.0838
O 7.6334 9.847 25.8622
O 11.9236 9.898 25.6326
O 2.4346 7.1227 25.724
O 12.693 6.4969 25.4883
O 13.6272 2.8731 25.6606
O 14.9039 0.536 25.8822
O 1.814 3.4064 25.6196
O 10.2404 7.4083 26.0777
O 12.239 0.6151 25.5587
Si 5.0108 9.3592 18.0769
Si 6.9532 7.1296 22.9193
Si 5.9544 1.5715 25.3862
Si 2.5775 2.3279 19.3636
Si 3.8959 10.042 20.804
Si 9.5568 12.4902 12.5626
Si 11.2517 4.4332 13.4845
Si 1.2321 1.9081 13.7285
Si 4.0237 4.8895 19.5594
Si 14.9942 2.2179 19.7712
Si 15.2824 9.1715 23.9922
Si 12.1093 9.5928 24.0431
Si 3.8117 7.9401 25.3781
Si 8.9357 4.9232 24.1582
Si 14.524 10.4194 13.5052
Si 3.8216 3.6473 13.351
Si 6.5601 7.1182 13.8199
Si 0.8602 6.3657 22.7267
Si 13.6759 1.3015 25.1546
Si 12.5648 3.1881 15.8425
Si 8.6422 8.5116 15.3635
Si 11.2808 7.0107 15.1724
Si 6.0342 14.1326 22.3599
Si 8.9787 11.621 15.5374
Si 9.2724 3.6341 21.49
Si 8.4803 5.3168 12.7706
Si 3.8646 7.4749 22.3901
Si 15.5519 6.3881 17.427
Si 1.6265 12.2678 15.7265
Si 3.7504 3.2349 21.8691
Si 4.7125 11.5917 12.9821
Si 9.7321 10.7862 22.4644
Si 7.2092 4.6384 19.2776
Si 14.2949 11.3777 16.3111
Si 8.8219 0.6166 20.8949
Si 2.0213 10.322 13.5509
Si 9.2123 8.0633 20.8548
Si -0.0849 4.4472 15.215
Si 11.2081 5.6698 20.4094
Si 7.6593 7.6614 18.3153
Si 5.6061 3.153 15.5774
Si 4.0865 13.6941 17.1962
Si 9.8182 13.3577 17.936
Si 4.3004 5.7269 15.3366
Si 10.6714 4.9683 17.3529
Si 15.4245 5.9018 12.5059
Si 2.9736 7.14 17.7542
Si 1.6604 3.5889 24.0075
Si 7.2323 10.0256 24.302
Si 4.7731 11.4567 23.1268
Si -1.5336 8.5184 15.6846
Si 11.2194 6.9001 24.8657
Si 15.4479 1.1432 22.7122
Si 1.8566 11.2772 22.6525
Si 8.3108 3.1074 16.9396
Si 5.8455 11.5702 16.0155
Si 14.4108 5.3847 20.2439
Si 12.8742 13.6942 17.7009
O 8.1882 7.9186 16.805
O 1.3653 7.2853 17.8825
O 11.6786 3.2015 14.4717
O 14.601 7.2452 16.4206
O 7.6576 5.9389 23.8343
O -0.0494 5.638 14.104
O 10.5281 7.0856 20.8731
O 11.0976 6.3539 16.6423
O 3.0875 3.7839 18.7928
O 11.4731 8.0988 23.7893
O 2.4965 10.8689 21.1632
O 8.0496 4.3446 20.6487
O 2.6869 2.488 13.2785
O 3.733 8.4391 21.0727
O 5.2582 2.6149 21.763
O 9.5379 2.07 21.1127
O 8.5066 10.7064 23.5432
O 9.6016 9.5228 21.4484
O 7.5106 3.3574 18.3248
O 7.3365 8.4447 14.3742
O 2.0582 10.8052 15.1073
O 4.9304 12.9627 22.5433
O 0.765 2.398 23.3775
O 5.2135 3.0349 13.9851
O 16.0296 5.0438 16.6017
O 11.7932 3.8172 17.13
O 0.561 10.7215 12.9185
O 3.176 3.4411 23.3761
O 6.4869 1.711 23.8604
O 9.5384 12.3716 14.1952
O 15.7806 11.9838 16.6467
O 2.746 2.2683 20.9935
O 11.7389 5.8706 14.096
O 7.5298 5.8128 14.005
O 8.8803 3.729 23.0617
O 5.3948 6.775 22.4263
O 2.4287 6.6693 22.3491
O 5.0587 11.5605 14.5747
O 5.6199 10.159 16.7946
O 5.6076 4.65 19.4201
O 8.7333 8.3475 19.3227
O 5.3455 4.6978 16.0697
O 12.938 1.6724 16.2728
O 9.7493 12.1045 16.8922
O 0.842 10.1012 23.1341
O 4.4865 10.3181 19.305
O 15.0225 1.3831 21.1638
O 9.8544 7.6366 14.7136
O 9.2462 1.8006 17.0923
O 6.8992 8.5432 23.7319
O 3.7443 4.7038 21.1568
O 10.6834 4.4302 21.3239
O 3.1756 11.1047 12.7171
O 3.3519 4.8882 14.3053
O -0.0661 6.0081 21.4017
O 0.9684 12.6523 22.7079
O 5.1545 6.9168 14.6126
O 5.3629 12.6996 17.0912
O 10.3952 5.7089 24.099
O 3.8103 8.3013 23.7967
O 3.5943 14.0531 18.7084
O 10.6293 5.3034 18.928
O 13.8462 4.1159 15.5676
O 11.2218 10.6711 23.1704
O 9.2093 10.0207 15.4443
O 14.0987 9.7987 16.6923
O 12.8353 5.7449 20.5456
O 0.5774 3.0578 14.6853
O 3.2729 6.3398 16.3909
O 7.9498 7.364 21.6371
O 3.6554 8.5954 17.616
O 11.3751 13.6424 18.3487
O 5.9135 11.0237 24.2193
O 14.7411 6.0241 18.7828
O 7.1934 2.8241 15.7733
O 0.9332 5.0215 23.6755
O 14.0265 1.0638 23.5657
O 3.595 6.3569 19.0415
O 2.8265 0.059 16.59
O 0.1387 7.6215 23.524
O 14.6172 8.9458 14.2454
O 4.5456 2.2127 16.3959
O 13.8881 14.3736 18.78
O 7.3878 11.9036 15.6829
O 6.1724 8.3089 18.5473
O 7.2646 13.6289 21.4063
O 14.6215 3.7673 20.1286
O 13.7106 9.5754 23.6582
O 5.0611 10.494 21.8466
O 13.2682 12.1725 17.2764
O 3.1996 11.3632 23.6268
O 1.335 0.5199 14.5563
O 8.9304 13.09 19.291
O 9.2702 4.4155 16.6969
O 14.0545 11.4919 14.6684
O 9.5795 12.2323 21.7046
O 7.6274 6.0609 18.6091
O 0.9944 2.1158 19.0239
O 9.6315 4.3574 13.3934
O 12.3819 8.1906 15.3182

Results
free energy: -248724.992 eV
free energy less fixed offsets of O -568.88, Si -635.61 eV per atom: -9.532 eV

Forces (eV/angstrom), in the order of the atoms: element, x, y, z
Si -0.0002 0.0004 0.001
Si -0.0022 -0.0005 0.0016
Si -0.0008 -0.0004 0.0006
Si -0.0013 0.0004 0.0014
Si 0.0006 -0.0006 0.0013
Si 0.0017 -0.0009 0.0007
Si 0.0007 -0.0019 0.0011
Si 0.0013 0 0.0015
Si -0.0927 0.0162 -0.0719
Si -0.085 0.0089 0.0324
Si 0.1142 0.0756 -0.032
Si -0.0858 -0.1307 -0.263
Si -0.0547 -0.0363 -0.0423
Si -0.0577 -0.0121 0.0293
Si 0.1157 0.1434 0.0792
Si 0.0914 -0.0664 -0.1089
Si 0.0239 -0.0399 -0.0465
Si 0.0322 -0.0089 -0.0206
Si -0.0003 -0.0326 -0.0511
Si -0.0206 -0.0002 -0.0159
Si 0.0069 0.0149 -0.0098
Si -0.021 -0.0398 -0.0451
Si -0.0036 -0.0046 -0.0117
Si 0.0164 -0.0066 -0.0145
Si -0.0301 -0.0246 -0.0178
Si 0.0462 0.0088 0.1112
Si -0.0214 0.0153 0.0548
Si 0.1367 0.0151 0.1356
Si -0.0616 0.0002 -0.0193
Si -0.1311 0.0406 0.1866
Si 0.0723 0.0103 0.0608
Si -0.0036 0.0107 0.0833
Si -0.0057 0.0084 -0.0216
Si -0.0052 0.0249 0.0156
Si -0.0065 -0.0089 -0.0209
Si -0.0108 0.0353 0.0314
Si -0.0112 0.0032 -0.0067
Si 0.0291 0.0084 0.0106
Si 0.0359 -0.0114 -0.0374
Si -0.0229 0.0189 0.0035
Si -0.0212 0.0075 0.0024
Si -0.0251 0.0159 0.0216
Si 0.0133 -0.0021 -0.0174
Si 0.0232 0.0135 0.0179
Si -0.0136 -0.0196 -0.0021
Si 0.0132 0.0456 0.0473
Si 0.0016 0.0066 0.0034
Si -0.0222 0.0189 0.0397
Si -0.0186 0.0162 -0.0764
Si 0.0723 -0.0195 -0.0701
Si -0.0773 -0.0126 -0.0135
Si -0.019 -0.0245 -0.1449
Si 0.1109 0.0313 0.1699
Si -0.1211 -0.0114 0.0659
Si 0.0794 -0.0136 -0.0747
Si 0.0621 0.0168 0.0622
Si -0.0041 -0.0029 0.016
Si 0.0001 0.012 0.05
Si -0.001 0.0225 -0.0016
Si 0.0085 0.0101 0.0487
Si 0.0131 -0.0233 -0.0004
Si -0.0292 -0.0113 0.0224
Si -0.0341 -0.0341 -0.0114
Si 0.0316 -0.0442 -0.0056
Si -0.0012 0.0057 0.001
Si 0.006 0.0082 0.0019
Si -0.0011 0.0035 -0.0001
Si 0.0076 0.0039 -0.0001
Si 0.0024 0.0091 -0.0041
Si 0.004 0.0066 -0.0105
Si 0.0015 0.0008 -0.0022
Si -0.0063 0.0064 0.0016
Si -0.0006 -0.0061 -0.0032
Si -0.0046 -0.0081 -0.0001
Si 0.0013 0.0018 -0.0016
Si -0.0007 -0.0029 -0.0054
Si 0.0021 -0.0049 -0.0117
Si -0.0027 -0.0053 -0.0018
Si -0.0008 -0.0042 -0.0055
Si 0.0027 -0.0004 -0.0061
Si 0.0035 -0.0002 0.0071
Si 0.0003 0.0015 0.0053
Si 0.0027 0.0003 0.0055
Si -0.0024 -0.0004 0.0053
Si 0.0029 -0.0007 0.0043
Si 0 -0.0001 0.0037
Si 0.0001 -0.0015 0.0039
Si -0.0043 0.0023 0.006
Si 0.0014 -0.0055 -0.0035
Si 0.0003 -0.0061 -0.0042
Si 0.0028 -0.0037 0.0002
Si -0.0008 -0.0038 -0.0027
Si -0.0052 -0.0037 0.0005
Si -0.0043 -0.0031 0.0082
Si -0.0025 -0.0033 0.0006
Si -0.0001 -0.0064 -0.0034
Si -0.0005 -0.0035 0.0004
Si -0.0035 -0.0051 0.0014
Si -0.0006 0.0009 0.0003
Si -0.0008 -0.0043 0.0021
Si 0.0034 -0.0021 -0.0002
Si 0.0074 -0.004 -0.001
Si 0.0007 0.0011 -0.0024
Si 0.0015 -0.0008 0.0004
Si -0.0002 0.0014 -0.0008
Si -0.0004 0.003 -0.0004
Si -0.0007 -0.002 0.0044
Si 0.0008 0.0004 -0.0001
Si -0.0002 0.0033 0.0043
Si 0.0004 0.005 0.0016
Si -0.0006 -0.0002 0.0041
Si 0.0013 0.004 -0.0007
Si 0 0.0017 -0.0057
Si 0.0019 0.0014 -0.0067
Si -0.0019 0.0018 -0.0063
Si -0.0001 0 -0.005
Si 0.0015 0.0018 -0.0042
Si -0.0027 0.0003 -0.0055
Si 0.0018 0.0017 -0.0064
Si -0.0018 -0.0002 -0.0063
Si 0.0007 -0.0013 0.0025
Si 0.0024 -0.0001 -0.0004
Si 0.0012 -0.0007 0.0013
Si 0.0005 -0.0003 -0.0005
Si -0.0013 -0.0008 0.0014
Si -0.0009 0.0013 0.0003
Si -0.0016 -0.0005 0.0008
Si -0.0007 0.0006 0.0002
Si 0.0917 -0.0332 0.0537
Si -0.0921 -0.1229 -0.1146
Si 0.1184 0.0853 -0.0612
Si -0.052 -0.014 -0.1221
Si -0.0769 0.1651 0.1125
Si 0.1395 -0.1076 -0.1678
Si 0.001 -0.0259 0.1776
Si -0.0882 -0.0006 -0.0506
Si 0.0005 -0.0001 0.0008
Si -0.0008 0.0003 0.0008
Si -0.0008 -0.0002 -0.0014
Si -0.0001 -0.0003 -0.0003
Si -0.0024 0.0014 -0.0008
Si -0.0003 0.0025 0.0002
Si 0.0003 0.0016 -0.0006
Si -0.0012 0.0021 0.0001
Si 0.0002 -0.0018 -0.0014
Si -0.0012 0.0011 -0.0024
Si -0.0017 0.0016 0.0008
Si 0.0007 0.0024 -0.0014
Si 0.0018 -0.0034 -0.0029
Si -0.0017 -0.0007 -0.0004
Si 0.0008 -0.0007 0.0015
Si 0.0013 0.0005 -0.0008
Si -0.0014 -0.001 0.0028
Si 0.0025 -0.0026 0.0028
Si 0 -0.0008 0.002
Si -0.0014 -0.0013 0.0033
Si -0.0004 0.0005 0.0067
Si 0.0008 -0.002 0.0038
Si -0.0004 0.0013 0.0062
Si -0.0015 -0.0012 0.0041
Si -0.0026 0.0044 0.0026
Si -0.0026 0.0057 0.0014
Si -0.0022 -0.0033 0.0001
Si 0.003 -0.0015 -0.0005
Si 0.0003 -0.0035 -0.0001
Si -0.001 -0.0018 -0.0025
Si 0.001 -0.0032 -0.0006
Si 0.0003 0.0045 0.0003
Si -0.0043 0.0062 0.0039
Si 0.0013 -0.0001 0.004
Si -0.0013 0.0041 -0.0017
Si 0.0008 -0.0051 0.0017
Si 0.0038 -0.0024 0.0061
Si 0.0043 -0.001 0.0034
Si -0.0015 -0.0007 0.002
Si -0.0033 0.0007 0.0029
Si -0.0017 -0.0014 -0.0041
Si -0.0032 0.0135 0.0042
Si -0.0017 0.0082 0.0049
Si 0.0055 0.0029 -0.0068
Si -0.0014 0.0026 -0.0061
Si -0.0087 0.0003 -0.0161
Si 0.0017 0.0057 -0.0029
Si 0.0028 0.0056 -0.0001
Si 0.0091 -0.0063 -0.0017
Si -0.0025 -0.0122 0.0002
Si 0.0021 -0.0055 -0.0005
Si -0.003 -0.0018 -0.0015
Si -0.0003 -0.0012 -0.0048
Si -0.0128 -0.0027 -0.0021
Si 0.003 0.0015 -0.0072
Si -0.0016 -0.0011 -0.0079
Si 0.0027 0.0064 -0.0021
Si -0.0022 0.013 -0.0025
Si -0.0059 0.0058 -0.0002
Si 0.0002 0.0031 -0.0003
Si 0.0112 0.0048 0.0007
Si 0.002 0.0021 0.0067
Si 0 0.0003 0.0046
Si 0 0.0063 0.0082
Si -0.0007 -0.0069 0.024
Si -0.0077 0.0339 0.0136
Si 0.0043 -0.0101 -0.0063
Si -0.0053 -0.0039 -0.0035
Si -0.0058 0.0034 0.0062
Si 0.0058 -0.0136 -0.0024
Si -0.001 -0.004 -0.0024
Si 0.0007 -0.0093 0.0147
O -0.0006 0.0002 0.0044
O 0.0014 -0.0032 -0.0026
O -0.0063 -0.001 0.0003
O -0.003 0.0001 0.0008
O 0.0021 0.0014 -0.0023
O 0.0015 -0.0004 0
O 0.0008 -0.0015 -0.0002
O -0.0019 -0.0005 0.0022
O 0.006 0.001 -0.0031
O -0.0034 0 -0.0001
O 0.0039 -0.0054 -0.0039
O 0.0021 0.0013 -0.0026
O 0.0057 -0.0232 -0.0017
O -0.0034 0.0016 -0.0001
O 0.0012 -0.0025 -0.0008
O -0.0001 -0.0009 -0.001
O -0.004 0.0047 -0.0085
O 0.0081 0.004 0.0022
O -0.0013 -0.0027 -0.0083
O 0.0005 0.0026 -0.0043
O -0.0003 0.0008 0.0011
O -0.0014 -0.0014 -0.0024
O 0.0006 -0.0039 -0.0041
O -0.0013 -0.0041 -0.0021
O -0.0006 -0.0006 0.0034
O 0.001 0.002 0.0016
O -0.0004 -0.0008 0.0034
O -0.0002 0.0051 0.0008
O -0.0013 0.0043 0.0068
O 0.0004 -0.0011 0.0042
O -0.0013 0.0005 -0.0003
O -0.0006 0.002 0.0041
O -0.001 0.0013 0.0043
O -0.0052 -0.0042 0.0042
O 0.0073 -0.0022 0.0058
O -0.0007 0.0055 0.0036
O 0.0028 -0.0009 0.004
O -0.0003 0.0021 0.0045
O -0.0005 -0.0003 0.0016
O -0.0019 -0.0013 0.0044
Si 0.0014 -0.0001 0.001
Si -0.0007 0.0003 -0.0025
Si -0.0023 -0.0018 -0.0072
Si -0.0016 0.0019 -0.0003
Si 0 -0.0001 -0.0026
Si 0.0026 0.0016 0.0043
Si -0.0002 0.0009 0.0022
Si 0.0124 -0.0178 0.0073
Si 0.0018 0.0003 -0.0025
Si -0.0009 0.0004 -0.0014
Si 0.0021 0.0022 -0.0037
Si -0.0013 -0.0001 -0.0038
Si 0.0027 0.0021 -0.0068
Si 0.0022 0.0035 -0.0063
Si 0.001 0.0003 0.004
Si 0.0001 -0.0026 0.0026
Si 0.0049 -0.0017 0.0017
Si -0.0001 -0.0006 -0.0033
Si -0.0019 -0.0028 -0.007
Si 0.0016 0.0076 0.0039
Si 0.0005 -0.0009 0.0008
Si -0.0004 -0.0045 0.0004
Si -0.0002 -0.0001 -0.001
Si -0.0006 0.0003 0.0028
Si 0.0009 0.0005 -0.0025
Si 0 0.0007 0.008
Si -0.0001 0.0012 -0.0024
Si -0.0014 0.0011 0.0013
Si 0.008 0.02 -0.0005
Si -0.0006 0.0008 -0.0019
Si -0.006 0.0022 0.0116
Si -0.0006 0.0003 -0.0023
Si -0.002 -0.0028 -0.0033
Si -0.004 -0.0002 0
Si -0.0004 0.0001 -0.003
Si -0.0037 0.0018 0.0017
Si -0.0005 -0.0007 -0.0023
Si -0.0037 0.001 0.0017
Si -0.0006 -0.0011 -0.0015
Si -0.0017 0.0001 0.0002
Si -0.0041 0.0001 0.001
Si -0.0053 0 -0.0126
Si -0.0006 0.0035 0.0002
Si 0 -0.006 -0.0008
Si -0.0019 0.0001 0.0012
Si -0.0003 -0.0022 0.0047
Si 0.0003 0.0003 0.0023
Si 0.0012 0.001 -0.0052
Si -0.0009 0.0014 -0.0036
Si 0.0012 0.0003 -0.0004
Si 0.0008 -0.0003 0.0012
Si -0.0057 0.0014 -0.0041
Si -0.0016 0.0017 -0.0042
Si -0.0017 -0.0005 -0.0031
Si -0.0013 0.0001 0.0023
Si 0.0035 0.0023 0.0033
Si -0.0001 0.0004 -0.0018
Si 0.0001 0 0.0023
O -0.0002 0.0007 0.0002
O 0.0005 0 -0.0012
O 0.0042 0.0001 0.0034
O 0.0001 0.0002 -0.0012
O -0.0006 0.0003 0.0021
O -0.0003 -0.005 0.0009
O -0.001 0.0011 0.0011
O -0.001 -0.0013 -0.0026
O 0.0003 0.0005 0.0011
O 0.001 0.0012 0.0024
O 0.0003 0 0.0016
O -0.0016 0.0006 -0.0003
O -0.0329 -0.0056 0.0066
O 0.0004 0.0005 0.0002
O -0.0002 0.0003 0.001
O -0.0006 -0.0012 0.0012
O 0.0011 0.0002 0.0015
O 0 -0.0007 0.0013
O -0.0016 0.0038 0.0019
O -0.0014 -0.0004 -0.0022
O -0.0003 0.0059 0.0004
O 0.0006 0.002 0.0011
O 0.0002 -0.0003 0.0026
O -0.003 0.0007 0.0012
O -0.0003 -0.0013 -0.0035
O 0.0034 -0.0064 -0.01
O -0.0014 -0.001 -0.0011
O -0.0006 -0.0003 0.0016
O 0.0003 -0.0005 0.0025
O -0.001 -0.0008 -0.0006
O 0.0088 0.0042 -0.0047
O -0.0005 -0.0005 0.0002
O -0.0009 0.0033 0.0015
O -0.0004 0.0011 -0.002
O -0.0001 0.0003 0.0038
O 0 -0.0004 0.0018
O -0.0011 -0.0003 0.0017
O 0.002 0.0001 -0.0018
O 0.0006 0.0023 -0.0015
O -0.0008 0.0025 0.0011
O -0.0002 0.0001 0.0008
O -0.0053 0.0021 -0.0041
O -0.0008 0.0037 -0.0007
O -0.001 -0.0003 -0.0019
O -0.0003 0.0014 0.0029
O -0.0002 0.0007 0.0019
O 0 0 0.0009
O -0.0014 0.0018 -0.0003
O 0.0004 -0.0032 0.0008
O -0.0005 -0.001 0.0015
O 0.0004 0.0007 0.0009
O -0.0004 0 0.001
O 0.0014 0.0004 -0.0015
O 0.0036 0.0063 0.0046
O -0.0012 -0.0002 0.0004
O 0.0006 -0.0016 0.0024
O -0.0026 -0.0032 0.0008
O -0.0083 0.005 -0.0043
O -0.0019 -0.0016 0.0025
O -0.0006 -0.0006 0.0032
O 0.0003 -0.0014 -0.0054
O -0.0002 -0.0001 -0.0014
O -0.0049 -0.0032 0.001
O -0.0009 0.0001 0.0012
O -0.0008 0.002 -0.0014
O -0.0005 -0.0004 -0.0012
O 0.0001 0 0.0007
O 0.0049 -0.0042 -0.0043
O -0.0011 0.001 0.0003
O 0.0013 0.0005 0
O -0.0023 -0.0016 -0.0003
O -0.0021 0 -0.0007
O 0.0004 -0.0006 0.0021
O 0.0002 0.0002 0.0011
O -0.0007 -0.0004 -0.0002
O -0.0007 0.0008 0.0022
O 0.0003 0.0007 0.0016
O -0.0019 -0.0007 -0.0006
O -0.0019 -0.0012 -0.0054
O -0.0001 0.0007 0.0026
O -0.0009 0.0005 0.0005
O -0.006 -0.0156 0.006
O -0.0013 -0.0006 -0.0011
O -0.0046 -0.0032 -0.0008
O 0.0002 0.001 -0.0009
O 0.0008 -0.0003 0.0007
O 0.0001 0.0002 0.0009
O 0.0008 -0.0002 0.0022
O -0.0005 -0.0009 0.0007
O -0.0008 0.0009 -0.0007
O -0.0015 -0.0003 0.0022
O 0.011 0.0183 -0.0024
O 0.0015 0.0005 -0.0001
O -0.0005 0.0014 0.0001
O 0.0001 -0.0003 -0.0016
O 0 0.0004 0.0015
O -0.0001 -0.001 0.0006
O 0.0006 -0.0001 0.0001
O -0.0006 -0.0017 -0.0038
O 0.0003 0.0002 -0.0002

The program warned: the cutoff lies below the one the program advises for these potential files; the forces do not sum to zero within the program's tolerance; the exchange-correlation potential is rough where the density is thin.
